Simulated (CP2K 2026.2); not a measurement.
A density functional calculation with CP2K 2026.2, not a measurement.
Periodic cell of 534 atoms, Si358O176, from a study of silicon, its oxide and their interface. The atomic structure is a simulated model.
Doubt: the forces sum to 1.19 eV/angstrom along one axis rather than to zero, so they err by at least 0.0022 eV/angstrom per atom on average; the grid cutoff is modest.

Settings: functional PBE; method Gaussian and plane waves; basis set DZVP-MOLOPT-SR-GTH; pseudopotentials GTH-PBE; grid cutoff 400 Ry, relative cutoff 50 Ry; k points Gamma only; occupations fixed; spin none; net charge 0.

Cell vectors (angstrom)
a	16.4025	0	0
b	0	16.4025	0
c	0	0	35.5988

Atoms and the computed forces on them: element, x, y, z (angstrom), force x, y, z (eV/angstrom)
Si	-0.275	0.554	-0.21	0.12	-0.068	-0.066
Si	2.73	3.163	-0.274	0.137	-0.134	0.357
Si	-0.781	5.934	-0.106	-0.009	0.135	0.028
Si	2.31	8.316	0.169	0.017	-0.37	-0.003
Si	0.201	10.553	0.157	0.406	-0.219	0.039
Si	3.027	13.369	0.275	0.094	-0.178	-0.201
Si	5.914	-0.549	-0.209	0.003	0.222	0.099
Si	8.696	2.072	0.24	-0.334	0.168	0.136
Si	5.594	5.352	-0.041	0.05	0.172	0.124
Si	8.381	8	0.002	-0.177	0.102	-0.011
Si	5.123	11.128	0.216	-0.137	-0.102	-0.135
Si	8.25	13.659	-0.335	-0.003	-0.11	0.412
Si	10.259	0.326	0.08	0.443	-0.255	0.117
Si	13.661	2.578	-0.09	-0.228	0.13	0.285
Si	10.931	6.137	-0.376	-0.048	-0.054	-0.165
Si	13.605	8.245	0.606	0.081	0.36	-0.578
Si	11.318	10.283	0.45	0.125	-0.255	-0.247
Si	13.113	13.022	-0.441	-0.168	0.036	0.357
Si	1.322	1.663	1.13	0.106	0.056	-0.063
Si	4.216	4	1.335	-0.126	0.224	-0.146
Si	1.118	6.711	1.376	-0.138	0.232	-0.243
Si	3.955	9.502	1.46	-0.061	0.161	-0.255
Si	1.365	12.164	1.445	0.086	0.101	0.002
Si	4.257	15.003	1.35	0.156	-0.021	-0.126
Si	6.884	1.098	1.329	-0.151	-0.106	-0.105
Si	9.576	3.955	1.316	0.087	-0.028	-0.178
Si	6.786	6.856	1.325	0.021	0.004	-0.117
Si	9.508	9.375	1.557	0.069	-0.081	-0.135
Si	6.916	12.26	1.262	0.002	0.131	-0.334
Si	9.519	14.886	1.33	0.004	0.012	-0.223
Si	12.183	1.266	1.229	0.053	0.031	-0.149
Si	14.793	4.184	1.284	0.066	-0.242	-0.253
Si	12.148	6.795	1.56	-0.134	-0.182	-0.062
Si	15.115	9.581	1.685	0.026	-0.049	0.023
Si	12.324	12.078	1.536	0.051	0.084	-0.165
Si	14.999	15.138	1.002	-0.239	-0.047	-0.097
Si	-0.068	2.857	2.621	-0.083	0.039	0.071
Si	2.738	0.101	2.498	-0.017	0.109	-0.112
Si	-0.022	8.084	2.938	0.042	-0.081	0.01
Si	2.708	5.39	2.64	-0.005	0.034	-0.083
Si	-0.066	13.715	2.53	-0.027	-0.07	-0.064
Si	2.687	10.86	2.89	-0.143	-0.077	0.094
Si	5.508	2.576	2.676	0.179	-0.08	-0.092
Si	8.189	-0.186	2.797	0.015	-0.046	0.091
Si	5.423	8.183	2.731	0.124	-0.004	0.041
Si	8.181	5.404	2.652	0.001	-0.003	-0.085
Si	5.56	13.621	2.747	0.116	-0.002	0.073
Si	8.186	10.904	2.733	-0.001	0.054	0.059
Si	10.968	2.668	2.734	-0.011	0.088	-0.019
Si	13.637	-0.062	2.584	-0.027	0.061	-0.04
Si	10.85	8.101	2.95	-0.201	-0.042	0.339
Si	13.514	5.388	2.811	-0.002	-0.07	0.262
Si	10.942	13.583	2.705	-0.076	-0.022	0.05
Si	13.745	10.946	2.965	0.083	0.027	0.066
Si	1.342	4.097	4.077	-0.013	-0.058	-0.07
Si	4.071	1.316	4.04	-0.007	0.051	0.029
Si	1.358	9.482	4.252	-0.003	0.06	-0.094
Si	4.061	6.776	4.058	0.012	-0.041	-0.024
Si	1.363	15.084	3.89	-0.072	0.011	0.07
Si	4.12	12.283	4.115	0.056	-0.051	-0.022
Si	6.846	4.005	4.045	0.033	-0.003	-0.039
Si	9.569	1.292	4.08	-0.071	-0.069	-0.072
Si	6.793	9.552	4.102	0.028	-0.022	0.013
Si	9.468	6.701	4.199	0.138	0.066	-0.064
Si	6.837	14.947	4.213	-0.032	-0.001	-0.095
Si	9.564	12.259	4.109	-0.017	0.039	0.006
Si	12.247	3.995	4.198	0.085	0	-0.072
Si	15.004	1.361	3.969	0.016	0.045	-0.095
Si	12.299	9.521	4.21	-0.055	0.028	-0.06
Si	14.931	6.74	4.193	0.031	0.073	-0.062
Si	12.302	15.001	4.048	0.117	-0.025	-0.082
Si	15.115	12.405	4.144	-0.112	-0.029	-0.028
Si	0.001	-0.004	10.945	-0.012	-0.006	0.008
Si	2.74	2.715	10.945	-0.002	0.01	-0.016
Si	-0.002	5.454	10.944	-0.001	-0.002	0.002
Si	2.738	8.208	10.944	0.018	-0.039	0.002
Si	-0.002	10.955	10.927	0.016	-0.016	0.014
Si	2.734	13.682	10.913	-0.022	0.002	-0.011
Si	5.472	0	10.93	-0.011	0.005	-0.002
Si	8.218	2.723	10.946	0.002	-0.008	-0.006
Si	5.484	5.454	10.965	0.007	-0.02	0.001
Si	8.234	8.192	10.947	-0.029	-0.003	0.003
Si	5.484	10.943	10.939	-0.04	0.007	0.002
Si	8.221	13.67	10.943	-0.025	-0.032	-0.005
Si	10.955	-0.015	10.97	-0.013	-0.013	0.006
Si	13.672	2.713	10.952	-0.013	0.032	-0.003
Si	10.948	5.455	10.934	-0.023	0.012	0.002
Si	13.668	8.195	10.926	0.002	0.003	0.001
Si	10.957	10.933	10.956	-0.006	-0.021	0.018
Si	13.684	13.666	10.955	0.003	-0.003	0.008
Si	1.361	1.365	12.309	0.043	-0.01	0.005
Si	4.106	4.082	12.313	-0.036	-0.001	-0.024
Si	1.353	6.85	12.304	0.02	0.04	-0.001
Si	4.109	9.59	12.303	0.044	0.022	-0.008
Si	1.358	12.342	12.283	0.048	-0.013	-0.025
Si	4.098	15.038	12.288	0.005	-0.03	-0.013
Si	6.848	1.36	12.306	-0.024	0.022	-0.024
Si	9.597	4.094	12.308	0.001	0.019	-0.011
Si	6.884	6.828	12.309	0.002	0.029	-0.011
Si	9.604	9.557	12.32	-0.028	-0.028	-0.003
Si	6.863	12.304	12.308	0.04	0.019	0.01
Si	9.591	15.018	12.338	-0.013	0.014	0
Si	12.324	1.354	12.343	0.017	0.036	0.01
Si	15.024	4.093	12.315	0.021	-0.002	0.006
Si	12.315	6.828	12.304	0.01	-0.007	0.005
Si	15.018	9.588	12.283	-0.013	-0.024	-0.013
Si	12.319	12.305	12.331	-0.015	-0.003	0.001
Si	15.038	15.044	12.32	0.008	0.002	0
Si	-0.028	2.711	13.677	-0.016	0.087	-0.021
Si	2.738	0.002	13.66	-0.026	0.056	-0.033
Si	-0.031	8.235	13.657	-0.011	0.001	-0.018
Si	2.723	5.463	13.645	0.058	-0.052	-0.002
Si	0.012	13.703	13.681	0.015	-0.009	0.011
Si	2.722	10.983	13.637	-0.053	0.059	-0.001
Si	5.5	2.738	13.68	0.046	-0.022	0.051
Si	8.217	0.003	13.677	0.02	-0.019	0.017
Si	5.536	8.241	13.631	-0.018	-0.055	0.024
Si	8.276	5.485	13.687	-0.02	-0.026	0.045
Si	5.478	13.683	13.646	-0.028	0.017	-0.016
Si	8.263	10.953	13.674	-0.065	-0.021	-0.042
Si	10.967	2.749	13.691	-0.044	-0.003	-0.025
Si	13.689	-0.013	13.724	0.009	-0.04	0.001
Si	10.985	8.203	13.693	-0.034	0.039	-0.001
Si	13.673	5.472	13.691	-0.022	0.021	-0.027
Si	10.974	13.67	13.727	0.002	-0.051	0.023
Si	13.687	10.946	13.699	0.055	-0.067	0.015
Si	1.314	4.113	15.007	0.009	-0.059	-0.005
Si	4.126	1.344	15.016	-0.054	-0.032	0.014
Si	1.289	9.679	14.983	0.085	-0.016	-0.046
Si	4.141	6.859	14.921	0.036	0.054	-0.056
Si	1.362	15.084	15.054	0.044	-0.037	0.073
Si	4.108	12.329	15.007	0.012	-0.016	0.021
Si	6.892	4.126	15.028	-0.006	0.018	-0.026
Si	9.593	1.38	15.029	-0.015	0.007	-0.001
Si	6.92	9.585	15.034	0.06	0.078	-0.032
Si	9.68	6.816	15.089	0.005	0.006	0.057
Si	6.833	15.039	15.029	-0.027	-0.056	0.041
Si	9.628	12.275	15.093	-0.076	0.035	0.074
Si	12.335	4.098	15.083	0.052	0.032	0.086
Si	15.059	1.339	15.105	0.029	0.064	0.106
Si	12.333	9.574	15.083	-0.007	-0.052	0.053
Si	15.019	6.872	15.047	0.006	0.027	-0.007
Si	12.334	15.036	15.119	0	0.052	0.032
Si	15.048	12.347	15.047	-0.076	-0.036	0.042
Si	0.037	0.004	16.529	0.032	-0.008	0.062
Si	2.703	2.717	16.297	0.017	0.071	0.016
Si	-0.053	5.476	16.391	-0.017	0.024	0.189
Si	2.708	8.252	16.144	-0.027	0.094	0.107
Si	-0.014	11.042	16.468	0.112	0.05	0.196
Si	2.764	13.732	16.374	-0.104	-0.074	0.009
Si	5.47	-0.015	16.43	-0.008	0.069	0.027
Si	8.265	2.762	16.4	0.029	-0.001	0.02
Si	5.539	5.574	16.318	0.051	-0.019	0.053
Si	8.383	8.285	16.403	-0.162	-0.075	0.041
Si	5.469	10.924	16.335	-0.068	0.058	0.12
Si	8.183	13.643	16.379	0.123	0.032	0.208
Si	10.934	0.037	16.428	-0.037	-0.087	0.128
Si	13.66	2.69	16.462	-0.03	-0.046	-0.004
Si	11.068	5.478	16.531	-0.036	0.007	0.083
Si	13.699	8.232	16.481	-0.051	0.086	0.154
Si	11.029	10.945	16.515	0.096	0.008	0
Si	13.727	13.671	16.494	0.085	-0.036	-0.012
Si	1.513	1.371	17.852	0.067	0.063	0.062
Si	4.004	4.236	17.497	-0.08	0.013	-0.095
Si	1.337	7.019	17.547	-0.001	0.008	-0.161
Si	4.004	9.543	17.574	0.01	-0.005	-0.127
Si	1.414	12.46	17.81	-0.024	0.028	-0.008
Si	4.116	14.993	17.832	0.072	-0.005	0.021
Si	6.787	1.481	17.71	0.026	-0.064	-0.037
Si	9.656	4.073	17.829	0.019	-0.08	-0.005
Si	6.948	6.968	17.691	0.083	0.018	-0.109
Si	9.809	9.491	17.924	0.109	-0.117	-0.016
Si	6.823	12.24	17.763	0.008	-0.102	-0.093
Si	9.508	15.08	17.74	-0.243	-0.052	-0.132
Si	12.291	1.339	17.891	-0.03	0.062	0.034
Si	15.035	4.039	17.814	0.101	0.146	-0.016
Si	12.505	6.801	17.99	0.081	-0.138	0.015
Si	14.938	9.748	17.857	-0.239	-0.153	-0.233
Si	12.357	12.366	17.918	-0.014	-0.025	0.002
Si	15.086	14.993	17.926	-0.002	0	0.002
Si	0.071	2.738	19.145	0.001	-0.128	0.212
Si	2.99	0.057	19.293	0.092	0.088	0.278
Si	0.081	8.43	18.956	-0.054	0.181	0.014
Si	2.658	5.626	18.821	0.085	-0.014	0.071
Si	0.216	13.843	19.395	0.036	0.043	0.172
Si	2.818	10.999	18.99	-0.183	-0.136	0.074
Si	5.365	2.988	18.853	0.15	-0.004	0.255
Si	8.068	0.059	19.082	0.085	0.034	0.115
Si	5.373	8.228	18.923	-0.028	0.028	0.34
Si	8.358	5.611	19.03	0.019	-0.044	0.13
Si	5.45	13.586	19.203	0.095	0.141	0.011
Si	8.355	10.911	19.061	-0.025	-0.09	0.05
Si	10.961	2.702	19.365	-0.111	-0.055	0.201
Si	13.599	-0.114	19.256	-0.143	0.02	0.137
Si	11.262	8.147	19.488	-0.168	-0.13	0.131
Si	13.806	5.27	19.428	0.169	0.162	0.24
Si	10.897	13.766	19.131	0.002	0.17	0.099
Si	13.699	11.123	19.462	0.161	0.068	-0.15
Si	1.108	4.582	20.205	0.347	-0.058	-0.041
Si	4.495	1.57	20.491	-0.048	0.411	-0.374
Si	1.145	9.978	20.302	0.607	0.136	0.093
Si	4.246	6.644	20.245	0.022	0.123	0.262
Si	1.359	15.625	20.836	0.118	0.044	-0.075
Si	4.602	11.701	20.313	-0.419	0.114	0.258
Si	6.572	4.572	20.09	0.026	0.119	0.085
Si	9.559	1.147	20.54	0.022	-0.006	-0.061
Si	6.091	9.875	20.435	0.032	-0.881	0.262
Si	10.03	6.378	20.599	-0.29	0.23	-0.109
Si	6.964	14.878	20.45	-0.143	-0.004	0.076
Si	9.258	12.604	20.311	0.359	-0.016	0.2
Si	12.277	4.118	20.858	-0.103	0.022	-0.172
Si	15.215	1.129	20.383	-0.005	0.092	0.06
Si	12.696	9.551	20.964	-0.168	-0.005	0.477
Si	15.72	6.02	20.791	-0.443	-0.353	0.256
Si	11.795	15.316	20.665	0.022	-0.201	-0.167
Si	15.442	12.272	20.705	0.141	-0.032	0.124
Si	-0.603	-1.69	25.448	-0.045	0.101	0.156
Si	3.002	3.448	22.385	0.109	0.192	0.128
Si	-7.343	9.711	24.86	0.087	-0.082	0.072
Si	2.621	8.165	22.531	-0.078	-0.063	-0.073
Si	-4.741	9.095	23.702	-0.098	0.005	0.397
Si	1.574	16.146	23.937	-0.082	0.038	0.333
Si	6.672	-1.864	23.472	-0.064	-0.085	0.229
Si	7.187	2.321	22.023	-0.099	0.068	-0.036
Si	6.018	4.767	29.441	0.121	0.038	-0.075
Si	8.904	12.372	29.082	0.108	0.075	-0.018
Si	4.638	10.295	22.867	0.027	-0.104	0.411
Si	9.051	12.37	23.314	0.059	-0.2	0.154
Si	11.712	-2.481	23.565	0.002	0.038	0.233
Si	14.121	2.564	22.928	0.006	0.058	0.116
Si	14.473	9.368	23.424	0.001	-0.133	0.29
Si	16.942	2.73	24.14	-0.009	-0.104	0.287
Si	9.073	5.529	25.915	-0.123	0.081	0.054
Si	14.48	12.525	23.659	-0.026	-0.218	0.275
Si	-0.12	4.895	26.157	0.048	0.027	0.038
Si	5.497	7.21	27.886	0.071	-0.017	0.026
Si	5.299	3.076	24.078	-0.199	0.151	0.373
Si	3.505	9.328	28.512	0.025	0.063	-0.026
Si	-2.496	17.348	25.649	0.09	-0.127	0.26
Si	5.219	12.444	24.864	-0.018	-0.019	0.121
Si	3.931	0.85	25.606	0.111	0.058	0.281
Si	6.247	4.687	26.512	0.053	0.028	0.12
Si	6.758	16.098	26.168	-0.069	-0.026	0.219
Si	9.521	7.14	23.402	-0.027	0.233	0.362
Si	6.543	13.288	27.34	-0.032	0.118	-0.055
Si	9.149	17.384	27.471	0.074	0.028	0.006
Si	11.431	-0.732	26.057	-0.007	-0.069	0.114
Si	16.448	6.982	23.707	0.045	0.062	0.089
Si	20.194	12.327	27.362	-0.009	-0.035	-0.072
Si	11.903	9.896	31.746	-0.037	-0.118	-0.147
Si	13.654	13.143	29.789	0.028	-0.058	-0.041
Si	-5.153	4.839	30.741	-0.202	0.139	-0.194
Si	2.166	-2.596	29.333	0.032	-0.103	-0.011
Si	1.191	9.454	30.232	-0.086	-0.122	-0.07
Si	1.67	6.653	31.247	-0.01	0.116	-0.259
Si	-0.421	14.588	28.573	-0.125	0.023	-0.091
Si	2.797	11.839	31.503	0.09	-0.092	-0.253
Si	11.364	-2.486	28.382	0.045	-0.051	-0.029
Si	10.281	0.418	32.605	0.031	0.013	-0.423
Si	5.142	9.991	31.1	0.009	0.028	-0.289
Si	8.344	8.278	27.417	-0.062	0.072	0.003
Si	1.353	16.604	29.691	-0.003	0.081	-0.221
Si	7.827	10.967	31.233	-0.174	-0.11	-0.245
Si	4.638	1.591	33.436	0.155	-0.053	-0.087
Si	14.434	0.95	31.372	0.032	0.009	-0.33
Si	12.358	6.945	32.48	-0.072	0.143	-0.472
Si	15.32	3.571	30.192	0.109	0.055	-0.231
Si	9.834	9.644	29.597	-0.03	-0.168	-0.063
Si	14.965	10.634	31.14	-0.096	-0.113	-0.279
Si	-1.155	5.755	32.417	-0.08	0.057	-0.36
Si	5.197	2.046	30.479	0.09	0.173	-0.359
Si	1.493	4.813	28.809	-0.075	-0.087	-0.137
Si	3.125	5.929	33.872	0.133	0.038	-0.052
Si	-4.035	15.478	30.64	0.082	0.111	-0.199
Si	1.383	13.598	33.487	0.187	-0.048	-0.301
Si	7.142	3.504	33.831	0.24	0.115	-0.253
Si	8.27	1.237	30.412	-0.007	0.155	-0.186
Si	6.671	9.639	33.479	0.02	-0.15	-0.141
Si	10.911	3.733	27.672	-0.128	-0.022	0.187
Si	3.051	18.648	28.274	0.022	0.058	0.017
Si	10.616	12.127	33.751	-0.019	-0.148	-0.163
Si	8.377	4.261	31.08	0.178	0.021	-0.398
Si	16.911	-0.232	32.451	-0.218	0.211	-0.432
Si	13.992	3.389	27.366	0.147	-0.027	0.126
Si	12.312	19.104	32.796	0.077	0.058	-0.293
Si	15.612	11.674	34.017	-0.194	-0.061	-0.485
O	-2.894	1.665	32.476	0.158	-0.279	0.087
O	-4.251	3.779	31.588	0.011	-0.267	0.114
O	2.35	4.649	34.599	-0.181	-0.226	0.094
O	3.27	2.088	34.179	-0.144	-0.096	0.143
O	-0.701	5.322	33.933	0.119	0.058	0.519
O	0.805	5.349	27.427	0.193	-0.097	0.12
O	2.755	7.409	34.45	0.209	-0.128	-0.023
O	1.295	9.447	35.109	-0.108	0.106	0.204
O	-2.369	11.955	34.329	0.046	-0.008	0.069
O	1.88	9.166	28.755	0.055	0.228	0.016
O	2.329	14.24	34.641	-0.254	0.162	-0.023
O	1.123	14.675	32.309	0.258	-0.101	-0.033
O	5.17	0.18	34.081	-0.04	-0.216	0.052
O	4.419	1.519	31.815	-0.049	-0.067	0.253
O	8.295	2.447	34.253	0.082	0.03	0.069
O	1.716	1.516	28.831	-0.121	-0.075	0.203
O	4.732	5.734	34.171	0.276	0.11	0.301
O	6.989	4.625	35.005	-0.219	-0.173	0.161
O	9.598	7.074	34.993	0.116	-0.319	0.231
O	7.653	8.587	34.225	-0.121	0.103	0.013
O	5.616	10.248	34.524	-0.03	0.024	0.057
O	4.094	12.279	35.176	0.087	0.241	0.668
O	9.188	13.004	33.987	-0.129	0.168	0.06
O	7.06	14.76	34.764	-0.353	0.289	0.409
O	10.402	4.616	35.584	0.057	-0.179	0.415
O	10.151	-0.228	34.089	0.028	-0.195	0.428
O	14.912	1.615	34.957	0.17	0.048	-0.037
O	17.011	0.254	33.999	-0.082	0.02	0.263
O	12.791	3.281	34.256	0.116	0.025	0.35
O	9.916	2.43	27.552	0.036	0.101	-0.171
O	14.621	7.275	35.275	-0.05	-0.126	0.102
O	11.788	8.481	32.574	0.133	-0.052	0.146
O	10.45	10.903	34.8	-0.238	0.019	-0.239
O	12.513	9.272	35.388	0.032	-0.006	0.405
O	13.91	14.415	35.494	0.452	0.447	0.301
O	11.753	22.553	33.787	-0.23	-0.165	0.228
O	2.237	4.513	21.448	-0.23	-0.017	-0.159
O	-0.568	7.524	20.183	-0.047	0.423	-0.107
O	0.648	1.099	24.122	-0.017	-0.029	0.088
O	3.3	2.092	21.523	-0.153	-0.247	-0.284
O	1.712	9.018	21.496	0.049	0.13	0.225
O	0.163	11.082	21.076	-0.146	-0.095	-0.106
O	5.471	5.637	20.756	0.193	-0.059	-0.315
O	3.599	7.197	21.661	0.184	0.175	0.045
O	1.984	15.724	22.4	-0.131	0.024	-0.381
O	0.042	16.606	20.988	0.048	-0.12	-0.026
O	7.729	9.968	20.324	-0.215	0.406	-0.286
O	4.033	11.509	21.918	-0.069	-0.066	-0.303
O	7.328	3.78	21.312	-0.032	-0.266	0.357
O	6.79	2.649	23.579	0.344	-0.331	-0.312
O	10.677	0.061	21.131	0.103	0.053	-0.278
O	8.644	1.585	21.881	-0.121	-0.085	-0.054
O	5.779	9.462	22.028	-0.167	0.069	-0.437
O	6.497	12.573	25.876	-0.131	-0.249	-0.134
O	9.07	6.839	21.873	0.12	-0.199	-0.203
O	8.46	9.536	26.368	-0.198	-0.103	-0.052
O	8.223	13.841	20.595	-0.106	0.092	0.191
O	6.473	15.227	22.01	0.087	0.378	-0.574
O	9.46	11.913	21.802	-0.083	-0.132	-0.206
O	8.549	11.095	24.195	-0.269	0.038	0.024
O	11.078	5.227	21.246	-0.135	0.418	-0.122
O	13.017	3.645	22.316	0.074	-0.017	-0.138
O	13.593	1.781	24.265	0.032	0.25	-0.205
O	14.327	1.51	21.716	0.061	-0.165	-0.126
O	11.679	9.935	22.273	0.085	-0.057	-0.613
O	14.076	9.083	21.837	0.029	0.262	-0.417
O	15.769	6.174	22.454	-0.328	-0.319	-0.477
O	15.704	8.424	23.903	0.003	0.268	-0.191
O	12.904	12.858	23.882	-0.248	0.107	0.129
O	12.021	14.423	22.039	0.199	0.171	-0.244
O	14.963	12.968	22.153	0.045	-0.054	-0.44
O	14.813	10.927	23.766	0.151	-0.041	-0.13
O	-1.83	1.973	26.751	0.208	-0.125	0.027
O	-3.879	0.433	26.333	0.104	0.017	0.116
O	5.959	1.453	21.319	-0.101	-0.162	0.271
O	1.979	3.218	23.606	0.021	-0.12	-0.057
O	-0.089	6.081	25.054	0.062	-0.122	-0.157
O	4.444	3.95	22.981	-0.189	-0.181	-0.022
O	3.511	9.227	23.401	0.245	0.177	0.039
O	1.642	7.276	23.488	0.189	0.209	-0.143
O	-1.776	11.942	30.222	-0.026	0.105	0.104
O	-1.954	14.141	28.775	-0.127	0.006	-0.181
O	0.544	13.582	29.434	0.088	0.079	-0.01
O	2.858	16.229	24.949	0.099	0.01	0.058
O	7.043	-0.745	24.613	0.215	0.116	-0.106
O	5.285	-2.666	23.861	-0.133	0.062	-0.053
O	4.471	1.707	24.343	0.07	0.089	-0.391
O	5.731	6.238	26.588	0.104	-0.009	0.065
O	4.152	8.103	27.642	-0.017	0.086	-0.13
O	5.303	6.225	29.206	0.081	0.07	-0.033
O	9.458	8.41	28.609	-0.065	0.027	-0.041
O	7.534	12.44	28.259	0.08	0.053	0.106
O	7.712	17.35	26.651	-0.132	0.092	-0.228
O	7.022	14.838	27.188	0.258	0.098	0.095
O	11.561	15.281	24.477	0.107	-0.092	-0.198
O	10.035	16.279	26.648	-0.104	-0.082	-0.15
O	10.367	-3.317	23.922	-0.001	0.069	-0.077
O	9.794	-2.781	28.617	-0.13	-0.027	-0.156
O	14.808	-0.386	25.353	-0.036	-0.013	0.031
O	15.613	3.19	23.28	-0.135	0.262	-0.153
O	9.367	5.817	24.339	-0.16	-0.059	-0.237
O	10.707	9.78	24.84	0.132	-0.114	-0.161
O	13.159	8.974	24.321	-0.099	-0.076	-0.163
O	8.629	8.398	23.97	-0.262	-0.183	0.022
O	9.695	11.004	28.707	-0.138	-0.026	-0.223
O	15.175	13.316	24.9	-0.036	-0.21	-0.182
O	11.102	7.584	23.397	-0.033	-0.066	0.02
O	6.088	4.001	27.99	-0.175	0.137	0.069
O	0.445	3.462	25.599	-0.046	-0.354	0.01
O	5.323	3.903	25.463	-0.028	-0.007	-0.185
O	7.788	4.542	26.032	0.087	-0.245	0.023
O	5.175	0.073	26.312	-0.123	0.083	-0.229
O	1.766	8.283	31.213	0.163	-0.058	0.285
O	4.307	9.229	29.943	0.063	-0.069	0.174
O	3.8	10.755	27.793	-0.137	-0.101	-0.185
O	3.036	13.121	30.523	0.084	0.054	0.018
O	0.675	14.924	24.486	-0.14	-0.106	-0.304
O	3.831	12.448	25.732	0.149	0.234	-0.184
O	5.347	11.001	24.145	-0.204	-0.263	-0.123
O	7.845	-2.966	23.344	0.085	0.142	-0.162
O	5.354	3.698	30.487	-0.296	-0.152	0.24
O	7.534	5.101	29.962	0.113	-0.146	0.156
O	2.778	3.856	28.443	0.213	0.025	-0.211
O	5.06	13.143	28.001	0.094	-0.14	0.237
O	6.821	8.18	28.025	-0.126	0.264	-0.006
O	8.542	12.344	30.697	-0.093	-0.065	0.119
O	8.709	6.924	26.637	-0.063	-0.147	-0.216
O	2.454	15.42	29.361	0.045	0.008	-0.158
O	6.391	10.821	30.448	0.127	0.104	-0.016
O	11.702	14.249	26.832	0.178	0.064	-0.045
O	13.122	14.068	31.045	-0.015	-0.026	0.31
O	12.318	-3.708	28.937	-0.219	0.175	-0.119
O	11.607	-1.114	29.222	-0.037	0.041	0.116
O	12.393	3.381	27.123	-0.046	-0.292	-0.345
O	14.727	4.642	26.608	-0.039	0.102	0.048
O	15.949	9.607	30.288	-0.046	-0.05	0.086
O	18.167	10.883	30.712	-0.004	0.292	0.223
O	13.515	10.042	31.542	0.031	-0.083	0.3
O	11.315	9.586	30.243	0.176	0.202	0.012
O	16.29	14.533	26.984	0.266	-0.131	-0.123
O	11.344	15.88	31.811	-0.186	0.037	0.189
O	-2.157	3.601	28.966	0.072	0.134	0.132
O	-0.987	2.03	30.679	0.105	0.013	-0.117
O	2.49	-3.298	27.901	-0.191	0.164	0.075
O	5.717	2.761	33.719	0.064	0.183	-0.073
O	4.181	11.076	31.843	-0.085	0.03	0.072
O	1.973	6.059	29.745	0.005	0.278	0.154
O	0.133	6.411	31.69	-0.024	-0.092	0.136
O	2.746	5.977	32.277	0.148	-0.035	0.402
O	-0.068	13.156	34.072	-0.127	0.034	0.061
O	-2.965	16.657	30.298	0.108	-0.056	0.249
O	2.144	12.293	32.904	-0.298	0.073	0.048
O	-1.545	4.477	31.464	-0.261	0.107	0.337
O	7.504	4.207	32.429	-0.263	-0.153	0.36
O	3.258	1.837	26.717	0.118	-0.085	-0.266
O	8.892	0.463	31.719	-0.052	0.045	0.263
O	4.326	1.714	29.144	0.267	-0.025	0.22
O	5.788	8.983	32.234	0.17	0.044	0.176
O	0.39	3.991	29.672	0.116	0.067	0.091
O	6.633	1.255	30.421	-0.021	-0.265	-0.073
O	10.34	4.871	26.666	0.012	-0.013	-0.015
O	-0.118	16.091	29.151	0.057	-0.064	0.278
O	1.329	16.988	31.289	-0.122	-0.051	0.352
O	8.758	9.68	30.83	0.125	0.043	-0.008
O	7.571	10.869	32.838	-0.025	0.151	0.126
O	8.751	2.793	30.473	0.287	-0.038	0.208
O	8.824	0.564	29.03	0.198	0.008	-0.015
O	15.324	-0.213	32.067	0.13	-0.275	0.019
O	10.888	1.915	32.824	-0.026	0.117	0
O	11.081	4.362	29.184	-0.091	-0.208	-0.056
O	13.996	6.806	32.467	0.194	0.101	0.176
O	9.765	5.013	31.391	-0.115	-0.162	0.26
O	11.91	6.308	31.012	-0.07	0.167	0.074
O	11.789	13.201	34.179	0.137	0.215	0.176
O	11.129	11.241	32.381	0.053	0.279	0.322
O	15.746	11.017	32.518	0.199	-0.028	0.426
Si	0.001	0.006	5.356	0.009	0.029	-0.142
Si	2.724	2.706	5.424	-0.044	0.004	-0.047
Si	-0.015	5.421	5.501	-0.005	-0.007	-0.024
Si	2.763	8.12	5.531	-0.005	0.048	0.003
Si	0.001	10.948	5.503	0.067	-0.013	0.077
Si	2.708	13.709	5.382	0.031	-0.015	-0.137
Si	5.43	-0.027	5.461	0.007	-0.066	-0.018
Si	8.205	2.67	5.46	-0.03	-0.008	-0.104
Si	5.457	5.403	5.418	-0.034	-0.039	-0.086
Si	8.147	8.166	5.492	-0.034	-0.001	-0.005
Si	5.46	10.911	5.504	0.001	0.027	-0.038
Si	8.226	13.601	5.532	-0.004	0.006	-0.033
Si	10.948	-0.048	5.457	-0.013	0.021	-0.075
Si	13.684	2.656	5.478	0.009	0.027	-0.054
Si	10.892	5.386	5.537	-0.077	-0.056	0.026
Si	13.644	8.158	5.56	-0.003	-0.099	0.045
Si	10.922	10.915	5.511	-0.029	0.029	0.014
Si	13.671	13.694	5.474	-0.011	0.011	0.031
Si	1.352	1.347	6.786	0.033	-0.008	-0.015
Si	4.091	4.061	6.816	0.021	0.021	-0.052
Si	1.362	6.782	6.872	-0.014	0.045	0.001
Si	4.108	9.533	6.868	0.011	-0.025	0.015
Si	1.389	12.33	6.817	-0.025	-0.064	0.001
Si	4.068	15.022	6.819	-0.013	0.045	0.009
Si	6.817	1.329	6.827	0.006	0.053	-0.011
Si	9.535	4.024	6.878	0.058	-0.004	0.039
Si	6.788	6.783	6.84	0.024	0.057	-0.027
Si	9.54	9.536	6.855	0.031	-0.025	-0.057
Si	6.833	12.262	6.876	0.029	-0.024	0.021
Si	9.587	15.006	6.854	0	-0.015	-0.008
Si	12.305	1.314	6.842	0.019	-0.011	0.008
Si	15.033	4.041	6.85	0.053	-0.031	0.006
Si	12.266	6.776	6.883	0.017	0.07	-0.001
Si	15.037	9.564	6.863	-0.063	0.057	0.008
Si	12.309	12.305	6.844	0.003	-0.016	-0.039
Si	15.055	15.066	6.802	-0.046	-0.02	-0.025
Si	0.012	2.697	8.205	-0.039	0.02	0.007
Si	2.716	-0.001	8.18	-0.01	-0.031	0.003
Si	0.007	8.188	8.217	0.052	0.009	0.001
Si	2.744	5.426	8.221	-0.024	-0.01	0.006
Si	0.006	13.688	8.178	0.004	-0.012	-0.007
Si	2.741	10.94	8.196	0.027	0.009	-0.01
Si	5.466	2.712	8.196	-0.005	-0.006	0.01
Si	8.204	-0.021	8.201	-0.003	-0.015	0.001
Si	5.467	8.168	8.235	-0.019	-0.005	0.009
Si	8.18	5.434	8.211	-0.006	-0.007	-0.009
Si	5.457	13.666	8.194	-0.015	-0.041	-0.002
Si	8.203	10.909	8.237	-0.038	-0.005	0.023
Si	10.94	2.681	8.219	-0.046	0.012	-0.003
Si	13.686	-0.017	8.212	0.009	0.024	0.019
Si	10.919	8.179	8.22	-0.015	-0.009	0.003
Si	13.669	5.419	8.216	-0.007	0.016	-0.007
Si	10.953	13.659	8.228	0.01	0.007	0.013
Si	13.668	10.936	8.213	-0.019	-0.05	0.013
Si	1.367	4.072	9.582	0.055	0.005	-0.003
Si	4.092	1.352	9.559	-0.002	0.009	-0.016
Si	1.371	9.576	9.571	-0.02	0.018	0.009
Si	4.099	6.807	9.598	-0.004	0.045	-0.008
Si	1.359	15.047	9.559	0.02	-0.001	-0.011
Si	4.107	12.301	9.569	0.027	-0.017	0
Si	6.826	4.074	9.585	-0.017	0.025	-0.009
Si	9.573	1.331	9.591	0.017	0.016	0.006
Si	6.841	9.543	9.596	0.032	-0.034	0.003
Si	9.561	6.806	9.572	0.002	0.032	-0.003
Si	6.836	15.023	9.57	0.009	0.022	-0.001
Si	9.582	12.288	9.587	-0.003	-0.004	0.003
Si	12.3	4.063	9.581	0.014	-0.009	0.01
Si	15.04	1.354	9.58	0.007	0.006	0.002
Si	12.296	9.561	9.568	0	0.006	0.012
Si	15.032	6.814	9.569	-0.007	0.011	0.006
Si	12.32	15.027	9.59	0.009	-0.031	0.008
Si	15.041	12.319	9.556	-0.005	-0.018	0.005

Results
total energy: -115457.953 eV
total energy less fixed offsets of O -438.04, Si -107.15 eV per atom: -3.213 eV
